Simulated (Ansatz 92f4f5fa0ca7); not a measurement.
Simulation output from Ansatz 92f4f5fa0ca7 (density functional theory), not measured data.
Periodic cell of 227 atoms, Si134O92H1, from a study of silicon, its oxide and their interface. The atomic structure is a simulated model.
Doubt: the cutoff is far below the 930 eV that the study's wrapper takes by default for these files, so forces and energies are approximate.

Settings
functional: PBE
potential files: Ansatz PAW
basis: plane waves
wave-function cutoff: 580 eV
density cutoff ratio: 5
exchange-correlation grid ratio: 1
k mesh: 1 x 1 x 1, Gamma-centred
self-consistency stop: 5e-08 eV per atom in the density residual
occupations: fixed
spin: none
net charge: +1 e, with a uniform compensating background and no finite-size correction

Cell vectors (angstrom)
a  10.938  0  0
b  0  10.938  0
c  0  0  32.8758

Atoms and the computed forces on them: element, x, y, z (angstrom), force x, y, z (eV/angstrom)
Si  0.2681  -0.2631  25.4229  -0.0995  0.0167  -0.6359
Si  5.8972  -0.3027  25.3777  0.1152  -0.0126  -0.575
Si  2.5133  3.0989  25.2286  0.0708  -0.0659  -0.2288
Si  7.8897  3.2478  25.2909  0.0487  -0.0501  -0.434
Si  0.25  5.344  25.1941  0.0289  -0.0863  -0.2289
Si  5.6836  5.498  25.4092  -0.0598  0.0494  -0.2602
Si  2.4433  8.4084  25.4148  -0.0642  0.1363  -0.5253
Si  7.9795  8.3475  25.7087  0.141  0.0351  -0.4621
Si  1.4024  1.4368  26.624  0.0379  0.0948  -0.1172
Si  6.889  1.4564  26.6088  -0.0227  0.057  -0.0248
Si  4.0763  4.2022  26.6426  0.0501  -0.0225  -0.2049
Si  9.5779  4.2068  26.6352  0.0954  0.0482  -0.1564
Si  1.3269  6.8384  26.7377  -0.0248  0.0034  -0.1546
Si  6.7772  6.8505  26.9792  0.0403  0.0024  -0.2028
Si  4.1341  9.6003  26.6493  -0.0866  -0.0242  -0.1625
Si  9.6184  9.6036  26.8087  -0.0183  0.0051  -0.176
Si  2.7569  0.0567  28.0327  -0.0499  -0.1211  0.059
Si  8.217  0.075  28.0715  -0.1495  -0.0409  0.055
Si  -0.0212  2.7425  28.0276  -0.0851  0.041  0.0016
Si  5.438  2.7454  28.0204  -0.0166  0.0593  0.0081
Si  2.7298  5.4932  28.0827  0.0121  0.0213  0.0716
Si  8.2402  5.4728  28.1301  0.0665  -0.0504  0.1478
Si  -0.0139  8.1909  28.1256  0.0219  -0.0525  0.0941
Si  5.3826  8.2533  28.1447  -0.094  0.0223  0.1832
Si  4.1018  1.3673  29.4576  0.1196  0.1501  -0.1764
Si  9.5708  1.3673  29.4576  0.125  0.3189  0.0324
Si  1.3673  4.1018  29.4576  -0.1236  -0.0356  -0.3344
Si  6.8362  4.1018  29.4576  -0.0385  -0.2638  -0.2535
Si  4.1018  6.8362  29.4576  -0.4019  0.0459  0.3825
Si  9.5708  6.8362  29.4576  0.047  0.0311  0.5196
Si  1.3673  9.5708  29.4576  0.2823  0.1476  -0.2981
Si  6.8362  9.5708  29.4576  -0.0067  0.4023  -0.1742
Si  0  0  30.8248  0.0675  0.036  -0.051
Si  5.469  0  30.8248  0.0942  0.0345  -0.005
Si  2.7345  2.7345  30.8248  0.0003  -0.0311  -0.0577
Si  8.2035  2.7345  30.8248  -0.0172  -0.0247  0.0036
Si  0  5.469  30.8248  -0.0015  0.0216  0.0176
Si  5.469  5.469  30.8248  0.0354  0.0279  -0.0551
Si  2.7345  8.2035  30.8248  0.0399  -0.045  0.0353
Si  8.2035  8.2035  30.8248  0.0522  -0.0305  -0.0446
Si  1.3673  1.3673  32.1921  0.0055  0.0196  -0.0012
Si  6.8362  1.3673  32.1921  -0.0122  -0.0089  -0.0178
Si  4.1018  4.1018  32.1921  -0.0153  0.016  -0.0189
Si  9.5708  4.1018  32.1921  -0.0016  0.0209  -0.0352
Si  1.3673  6.8362  32.1921  -0.0201  0.0608  -0.0188
Si  6.8362  6.8362  32.1921  -0.0304  0.0361  -0.012
Si  4.1018  9.5708  32.1921  -0.0292  -0.0198  -0.0418
Si  9.5708  9.5708  32.1921  -0.0879  -0.0436  -0.0006
Si  2.7345  0  0.6835  0.0717  -0.0798  0.0144
Si  8.2035  0  0.6835  -0.0214  0.0711  0.0318
Si  0  2.7345  0.6835  -0.0508  0.0251  -0.0013
Si  5.469  2.7345  0.6835  0.0756  -0.0452  0.0143
Si  2.7345  5.469  0.6835  0.0148  0.0079  0.0254
Si  8.2035  5.469  0.6835  0.0413  -0.0281  0.0101
Si  0  8.2035  0.6835  0.096  -0.054  0.0145
Si  5.469  8.2035  0.6835  -0.0202  0.0414  -0.0078
Si  4.1018  1.3673  2.0507  -0.0812  0.0609  0.0129
Si  9.5708  1.3673  2.0507  0.0758  0.0142  -0.0071
Si  1.3673  4.1018  2.0507  -0.0172  -0.0579  -0.0176
Si  6.8362  4.1018  2.0507  -0.0718  0.0808  0.0148
Si  4.1018  6.8362  2.0507  0.0805  0.0684  0.0415
Si  9.5708  6.8362  2.0507  -0.1628  0.0505  0.0514
Si  1.3673  9.5708  2.0507  -0.0621  -0.0084  -0.0198
Si  6.8362  9.5708  2.0507  -0.0861  -0.1964  0.0056
Si  0  0  3.418  0.1293  0.1256  -0.4746
Si  5.469  0  3.418  -0.0705  -0.166  0.3188
Si  2.7345  2.7345  3.418  -0.0638  -0.0837  -0.2222
Si  8.2035  2.7345  3.418  0.1949  0.1637  0.2463
Si  0  5.469  3.418  0.1225  -0.4462  0.3192
Si  5.469  5.469  3.418  0.2223  -0.0932  -0.0794
Si  2.7345  8.2035  3.418  -0.2182  -0.0507  -0.0102
Si  8.2035  8.2035  3.418  -0.3284  -0.2815  -0.3534
Si  1.3638  1.3513  4.777  0.0686  -0.0504  0.1079
Si  6.8601  1.3628  4.7871  -0.0766  0.1252  -0.1526
Si  4.1005  4.087  4.7474  -0.0098  -0.0426  -0.2345
Si  9.6306  4.0293  4.8836  -0.1698  -0.0201  0.1154
Si  1.3811  6.7986  4.7953  0.2667  -0.0931  -0.1191
Si  6.8937  6.7758  4.7978  0.152  0.1702  0.0787
Si  4.0454  9.5607  4.8143  0.0659  -0.1165  0.1061
Si  9.5486  9.5877  4.6904  0.0414  0.1655  -0.2093
Si  2.6442  -0.0067  6.2229  0.0368  0.1472  0.4197
Si  8.2737  0.0003  6.0974  0.039  -0.2923  0.3881
Si  0.0373  2.5452  6.3166  0.2675  -0.1056  0.2515
Si  5.4549  2.7183  6.0837  0.0087  0.0355  0.1422
Si  2.7389  5.3725  6.1582  0.0364  0.1717  0.0682
Si  8.3249  5.4524  6.2889  -0.1794  -0.1185  0.2182
Si  -0.0933  8.1846  5.9713  -0.2754  -0.0181  0.4676
Si  5.4282  8.121  6.0951  -0.2606  -0.0705  0.1397
Si  3.8919  1.6239  7.4824  -0.0753  -0.0567  0.3178
Si  9.8514  0.782  7.7309  -1.232  1.9973  -1.1219
Si  1.6616  3.7976  7.5477  -0.0793  -0.0453  0.4753
Si  6.665  4.2065  7.4464  -0.0584  0.144  0.1278
Si  4.4307  6.4014  7.4715  0.2486  -0.1019  0.0694
Si  9.3085  7.2972  7.5677  -0.2038  -0.1223  -0.2954
Si  0.9991  9.5661  7.4479  1.8744  -0.8093  -1.3407
Si  6.9787  9.3957  7.2634  -0.195  -0.0375  0.1643
O  5.5915  5.3385  8.0125  -0.1809  0.0728  -0.4518
O  -0.3019  -0.6551  8.441  -0.0205  -0.3027  1.2192
O  2.8302  2.7447  8.0834  -0.0895  -0.0679  -0.4957
O  7.9188  8.1553  7.791  0.2044  0.111  -0.1914
O  1.354  9.544  24.842  0.1668  -0.029  0.7364
O  6.715  4.3396  24.8037  0.2164  -0.1855  0.5092
O  7.015  9.4649  24.9519  -0.1614  0.1069  0.7222
O  -0.3045  6.0574  23.7794  0.1358  -0.1678  0.3423
O  6.5195  10.1917  8.6466  0.0171  -0.055  -0.2337
O  1.1254  4.491  8.9609  -0.0688  -0.1368  -0.585
O  1.6944  8.4375  8.4615  -0.7062  0.6256  -0.1797
O  7.1746  3.3562  8.7583  0.1469  -0.0586  -0.1152
O  9.9439  7.6376  9.0986  0.1582  0.8071  -0.1848
O  4.6042  1.0778  8.8859  -0.0411  -0.0694  -0.2573
O  3.79  6.868  8.9232  -0.209  0.257  -0.0026
O  9.1743  1.6061  8.9759  0.631  -0.7375  -0.3254
O  5.5073  0.241  23.8684  0.0721  0.0625  0.5598
O  8.6624  2.8911  23.8734  -0.082  0.1625  0.5171
O  8.3947  6.1621  22.2072  0.0229  0.052  0.2675
O  5.2498  6.4812  24.1464  0.0606  -0.176  0.2373
O  8.5209  7.3098  24.5633  -0.1252  0.0795  0.2894
O  3.3656  2.4764  23.9324  -0.1034  0.3015  0.5345
O  2.8654  7.5905  24.0311  -0.1183  0.0845  0.4569
O  10.5026  0.3147  24.0375  0.0649  -0.1569  0.5637
Si  5.6483  10.0372  12.3396  0.0855  0.0832  0.6197
Si  9.542  4.9454  14.686  -0.092  -0.0739  0.2204
Si  17.8227  15.264  16.4681  -0.1072  0.0188  0.3258
Si  2.8917  8.4344  18.3712  0.0162  -0.0365  0.14
Si  4.1721  4.1676  14.8766  0.0761  0.0308  0.0804
Si  0.0646  0.698  22.5272  0.0066  -0.0516  -0.3873
Si  3.6176  14.2795  19.7716  0.1324  0.1397  0.0032
Si  -2.2696  2.5664  22.2899  -0.1508  -0.1996  -0.5651
Si  -2.3466  9.594  12.2648  -0.1821  -0.015  0.9727
Si  2.9765  1.7873  22.4954  -0.1694  -0.2015  -0.3667
Si  6.1862  2.0189  18.4355  0.0632  -0.0091  0.2565
Si  8.1585  2.5823  9.7826  -0.4287  0.3003  0.5814
Si  10.1912  -1.7861  9.7453  -0.5593  -1.6555  2.0445
Si  14.0169  8.2742  9.3207  0.5803  -0.1399  0.6543
Si  1.3834  7.7862  11.4862  0.2352  -0.4938  0.6351
Si  7.2306  11.4127  20.877  0.1947  0.0187  -0.0177
Si  8.5367  5.2957  20.8401  0.0161  -0.0485  -0.2777
Si  1.5247  4.7473  10.5144  0.2172  -0.2137  0.5777
Si  14.8083  -4.4653  20.239  -0.0373  -0.0438  -0.2562
Si  -1.1667  9.4048  21.2584  -0.1701  0.1137  -0.2363
Si  6.6219  6.2981  18.8936  0.1107  0.023  0.1614
Si  12.6074  1.6001  18.0101  0.0229  -0.0067  0.213
Si  3.7511  -1.3434  14.6177  0.0754  0.0652  0.3358
Si  11.369  7.9588  16.7367  -0.0901  -0.0769  0.3056
Si  2.664  12.5621  14.1212  0.0562  -0.0069  0.1577
Si  4.9341  -0.5074  22.5383  -0.0042  0.0809  -0.4951
Si  10.945  2.425  15.5116  0.0371  -0.004  0.1689
Si  4.1055  10.8603  17.3171  0.0447  -0.0861  0.1772
Si  2.9128  6.8924  15.9532  0.0391  -0.0007  0.2087
Si  3.8098  3.4645  12.0825  -0.0124  -0.0347  0.3856
Si  -1.5737  7.3881  19.0026  -0.0232  0.0132  0.1565
Si  6.4801  1.9559  12.1978  -0.2167  0.0654  0.5483
Si  8.9432  12.4648  13.5794  -0.0296  0.0576  0.2609
Si  9.9456  3.6401  11.9328  -0.0736  -0.097  0.5181
Si  9.3666  6.9585  23.2406  -0.0866  0.1825  -0.3179
Si  4.2453  7.3586  23.1993  0.061  0.0204  -0.1418
Si  5.0704  -0.4249  9.2995  0.0821  0.1326  0.3685
Si  10.5864  -3.0846  14.0115  -0.0487  0.0804  0.421
O  7.3204  1.7212  21.9362  -0.0164  0.0902  0.1106
O  3.7903  9.7897  18.5329  -0.0196  0.0253  -0.0498
O  8.9122  3.8083  21.2827  0.0184  -0.0111  0.1662
O  8.7443  10.9124  13.1972  0.0195  -0.1971  -0.2203
O  9.9674  8.6523  19.8295  0.02  -0.0249  0.037
O  10.9297  8.7619  15.3584  -0.0457  -0.0312  -0.2111
O  13.7983  8.3129  10.9634  -0.0242  0.0922  -0.4973
O  1.3821  1.601  22.5767  0.0065  0.0431  0.0234
O  3.98  4.5437  13.2987  -0.0595  -0.0319  -0.144
O  9.652  5.994  19.8399  -0.0197  0.0194  0.0293
O  3.4133  -8.1772  21.2772  -0.0135  -0.0383  0.1569
O  11.9391  7.6612  13.0779  0.1169  0.0737  -0.4814
O  1.2876  6.3182  10.8123  -0.092  0.2406  -0.1741
O  5.1271  13.8716  19.285  -0.0524  -0.0138  -0.0264
O  11.3453  -2.0099  10.8701  -0.4738  0.6297  -0.8295
O  5.8435  10.6354  21.1995  -0.1846  -0.0876  0.2243
O  8.9956  -1.1599  10.6825  0.6079  0.0481  -1.3072
O  3.0342  8.1421  14.8886  -0.02  0.0577  -0.1515
O  3.5372  13.5955  15.0947  -0.0156  -0.0318  -0.0701
O  -1.0394  1.6392  21.8555  0.0356  0.0331  0.1398
O  1.3218  6.6732  16.2588  0.0195  0.0034  -0.0578
O  3.0376  4.1971  10.8505  -0.1024  0.1239  -0.2291
O  7.0244  9.1807  12.262  0.1448  0.0051  -0.2223
O  7.2124  1.1603  19.3904  -0.035  0.0551  -0.1075
O  4.7268  -1.7093  13.3806  0.0756  -0.0114  -0.2667
O  0.149  10.3172  21.5646  0.0308  0.0521  0.193
O  8.241  15.6413  15.6452  0.0888  0.0125  -0.1343
O  2.9772  2.1373  12.5871  0.016  0.0279  -0.1178
O  16.2812  0.9018  17.6209  -0.0805  -0.1031  -0.1208
O  14.9154  -4.4384  21.8543  0.017  0.0468  0.2259
O  11.4148  13.1027  17.0423  -0.0997  0.0185  -0.1024
O  8.9847  14.6574  10.6155  -0.0929  -0.0705  -0.332
O  9.9672  6.5019  14.6624  0.0613  0.0623  -0.0923
O  -7.3106  7.4173  17.3206  0.0092  -0.0285  -0.1487
O  1.1056  1.827  14.483  -0.0099  0.0096  -0.1057
O  1.3978  8.8473  17.7547  -0.0392  -0.017  -0.1027
O  2.4838  13.756  18.7312  -0.0928  -0.0348  -0.0634
O  15.954  -0.714  10.8749  -0.0718  0.0453  -0.4547
O  10.7593  4.0311  15.2758  0.025  0.0352  -0.0215
O  7.317  1.6342  10.8279  0.1997  -0.0132  -0.5042
O  3.5299  11.2062  22.2607  0.0558  -0.0378  0.126
O  5.3495  3.0286  11.7449  0.0837  -0.0315  -0.1604
O  3.4748  5.4191  15.6318  -0.0108  -0.0103  -0.071
O  2.8984  10.9369  14.193  -0.028  0.0117  -0.0885
O  -3.3927  13.3264  13.3753  -0.0328  -0.0526  -0.1539
O  7.7415  7.4998  18.7931  -0.0185  -0.0115  -0.0553
O  4.5301  -0.9107  15.982  -0.0179  -0.0363  -0.1416
O  9.3202  4.5953  13.0989  -0.0073  -0.0447  -0.2841
O  4.822  8.8345  22.8127  -0.0244  -0.1775  0.0478
O  5.8101  11.5689  12.8747  0.0802  -0.0263  -0.2106
O  -1.4259  1.7025  15.1025  0.0004  -0.0146  -0.0644
O  11.9809  0.7122  19.2196  -0.0037  -0.0394  -0.0565
O  3.4727  4.9633  19.7949  -0.027  0.0525  0.0132
O  9.4474  8.4519  13.0258  -0.047  0.061  -0.2607
O  7.1393  5.2116  20.0089  0.0108  0.0358  0.0546
O  -0.8646  7.417  17.5505  0.1272  0.0169  -0.2017
O  5.7143  4.0983  15.3644  -0.0438  -0.0308  -0.0999
O  8.4195  10.313  21.0994  0.0474  -0.068  0.0401
O  10.0073  13.0437  12.4868  0.0869  0.0834  -0.215
O  9.7438  8.3486  22.4928  0.0844  -0.1524  0.1671
O  -10.4084  3.9874  11.5444  0.0752  0.0346  -0.2162
O  5.2597  -4.014  19.5024  -0.038  0.0139  0.0199
O  7.0327  13.9184  17.4106  0.0567  0.0501  -0.1604
O  13.6587  11.6928  17.0725  -0.0504  0.0304  -0.0886
O  3.9723  -1.4558  8.6996  -0.2474  -0.1734  -0.1624
O  2.7582  7.6016  19.7749  0.0363  0.0248  -0.0114
O  1.3676  4.2041  24.6722  0.0734  -0.1008  0.5127
O  6.4584  16.5133  17.4456  0.0021  -0.0353  -0.1538
H  11.6767  -0.1928  19.0349  0.0515  0.1147  -0.0333

Results
free energy: -137527.672 eV
free energy less fixed offsets of H -15.97, O -568.88, Si -635.61 eV per atom: -3.002 eV

The program warned: the cutoff lies below the one the program advises for these potential files; the forces do not sum to zero within the program's tolerance; the exchange-correlation potential is rough where the density is thin.
